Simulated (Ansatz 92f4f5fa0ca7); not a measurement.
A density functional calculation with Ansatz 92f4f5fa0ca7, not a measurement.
Periodic cell of 276 atoms, Si168O108, from a study of silicon, its oxide and their interface. The atomic structure is a simulated model.
Doubt: the cutoff is far below the 930 eV that the study's wrapper takes by default for these files, so forces and energies are approximate.
This geometry differs little from another in the collection (a relaxation step or a small displacement).

Settings: functional PBE; potential files Ansatz PAW; basis plane waves; wave-function cutoff 580 eV; density cutoff ratio 5; exchange-correlation grid ratio 1; k mesh 1 x 1 x 1, Gamma-centred; self-consistency stop 5e-08 eV per atom in the density residual; occupations fixed; spin none; net charge 0.

Cell vectors (angstrom)
a, 11.6015, 0, 0
b, 0, 13.3963, 0
c, 0, 0, 30.9307

Atoms: element, x, y, z (angstrom)
Si, 0.0633, -0.1673, 24.232
Si, 3.8751, -0.0415, 24.132
Si, 7.7339, 0.0567, 24.0848
Si, 1.8916, 3.4189, 24.0643
Si, 5.9781, 3.4363, 24.1839
Si, 9.584, 3.334, 24.2414
Si, 0.0954, 6.5086, 24.2382
Si, 3.8981, 6.7825, 24.3745
Si, 7.7055, 6.7708, 24.1436
Si, 2.0164, 10.0407, 24.4875
Si, 5.8534, 9.9845, 24.2237
Si, 9.6831, 10.0579, 24.2674
Si, -0.0004, 2.1777, 24.8196
Si, 3.914, 2.2742, 24.7199
Si, 7.736, 2.1881, 25.1341
Si, 2.0113, 5.5472, 25.1385
Si, 5.8343, 5.6208, 25.0415
Si, 9.6437, 5.5869, 24.9604
Si, 0.0194, 8.8456, 24.9422
Si, 3.9449, 8.9533, 25.2264
Si, 7.7768, 8.9349, 25.0758
Si, 1.9926, 12.2991, 25.1646
Si, 5.8355, 12.2681, 24.8972
Si, 9.6441, 12.3029, 25.0016
Si, 0.0059, 2.2101, 27.2645
Si, 3.885, 2.2433, 27.2165
Si, 7.738, 2.2018, 27.4635
Si, 1.9735, 5.5527, 27.4675
Si, 5.8249, 5.5798, 27.4021
Si, 9.6748, 5.5845, 27.3482
Si, 0.0097, 8.8929, 27.3355
Si, 3.9104, 8.9387, 27.5308
Si, 7.7605, 8.9195, 27.425
Si, 1.9582, 12.2938, 27.4811
Si, 5.8258, 12.2748, 27.3144
Si, 9.6613, 12.2818, 27.3763
Si, 1.9539, 1.1562, 28.1317
Si, 5.7774, 1.1032, 28.1398
Si, 9.6971, 1.107, 28.1666
Si, 0.0043, 4.4364, 28.1364
Si, 3.9062, 4.4271, 28.1661
Si, 7.756, 4.4619, 28.1681
Si, 1.9386, 7.807, 28.1789
Si, 5.8388, 7.7964, 28.2048
Si, 9.6934, 7.7997, 28.1722
Si, -0.0014, 11.1396, 28.1459
Si, 3.9063, 11.1869, 28.1952
Si, 7.7348, 11.1653, 28.163
Si, 1.9336, 1.1164, 30.5357
Si, 5.8008, 1.1164, 30.5357
Si, 9.6679, 1.1164, 30.5357
Si, 0, 4.4654, 30.5357
Si, 3.8672, 4.4654, 30.5357
Si, 7.7343, 4.4654, 30.5357
Si, 1.9336, 7.8145, 30.5357
Si, 5.8008, 7.8145, 30.5357
Si, 9.6679, 7.8145, 30.5357
Si, 0, 11.1635, 30.5357
Si, 3.8672, 11.1635, 30.5357
Si, 7.7343, 11.1635, 30.5357
Si, 0, 0, 0.3944
Si, 3.8672, 0, 0.3944
Si, 7.7343, 0, 0.3944
Si, 1.9336, 3.3491, 0.3944
Si, 5.8008, 3.3491, 0.3944
Si, 9.6679, 3.3491, 0.3944
Si, 0, 6.6981, 0.3944
Si, 3.8672, 6.6981, 0.3944
Si, 7.7343, 6.6981, 0.3944
Si, 1.9336, 10.0472, 0.3944
Si, 5.8008, 10.0472, 0.3944
Si, 9.6679, 10.0472, 0.3944
Si, -0.0071, 0.0012, 2.7536
Si, 3.8788, 0.005, 2.7639
Si, 7.7158, -0.007, 2.7638
Si, 1.9297, 3.3577, 2.7648
Si, 5.7902, 3.3781, 2.7452
Si, 9.6829, 3.3731, 2.751
Si, -0.0228, 6.6707, 2.7734
Si, 3.8277, 6.7006, 2.746
Si, 7.7243, 6.7095, 2.7839
Si, 1.9037, 10.0608, 2.7605
Si, 5.7662, 10.0376, 2.7757
Si, 9.6037, 10.0531, 2.7701
Si, -0.0016, 2.2243, 3.5318
Si, 3.8702, 2.2443, 3.5173
Si, 7.7396, 2.2579, 3.4328
Si, 1.9244, 5.5779, 3.5854
Si, 5.7597, 5.6201, 3.5218
Si, 9.6407, 5.5821, 3.6195
Si, -0.054, 8.9246, 3.4618
Si, 3.8175, 8.9178, 3.5436
Si, 7.6757, 8.9313, 3.6143
Si, 1.9375, 12.307, 3.518
Si, 5.7954, 12.2552, 3.5973
Si, 9.6562, 12.2923, 3.5491
Si, -0.0089, 2.1966, 5.8976
Si, 3.8819, 2.2382, 5.8726
Si, 7.7263, 2.2709, 5.741
Si, 1.9236, 5.5633, 5.9709
Si, 5.7157, 5.6396, 5.8768
Si, 9.615, 5.5561, 6.033
Si, -0.1232, 8.9245, 5.7872
Si, 3.7369, 8.8857, 5.9129
Si, 7.6093, 8.9157, 6.0249
Si, 1.9233, 12.3207, 5.8697
Si, 5.7926, 12.2278, 6.0016
Si, 9.6459, 12.3061, 5.9285
Si, 1.9712, 1.1528, 6.7024
Si, 5.8642, 1.1299, 6.5644
Si, 9.5904, 1.1804, 6.6631
Si, 0.0035, 4.4047, 6.6975
Si, 3.8885, 4.4267, 6.7696
Si, 7.5718, 4.4587, 6.6393
Si, 1.7318, 7.8186, 6.6929
Si, 5.6221, 7.8154, 6.8375
Si, 9.5795, 7.8318, 6.7274
Si, 0.0061, 11.1432, 6.5718
Si, 3.782, 11.1038, 6.6657
Si, 7.7817, 11.1464, 6.8195
O, 4.0881, 4.2881, 8.4341
O, 5.4083, 7.749, 8.5051
O, 9.3583, 1.3948, 8.3126
O, 9.6979, 7.99, 8.3909
O, 2.0818, 1.2399, 8.367
O, 6.2021, 1.2969, 8.1882
O, 1.3818, 7.9066, 8.3297
O, 0.2005, 10.9606, 8.2119
O, 3.5791, 10.9361, 8.3251
O, 0.2426, 4.2559, 8.3467
O, 7.1453, 4.3935, 8.2618
O, 8.0018, 11.1862, 8.4809
O, 6.5037, 3.6598, 22.5977
O, 2.2689, 10.086, 22.8516
O, 7.7447, 0.1948, 22.4021
O, 11.9509, 6.0109, 22.6585
O, 7.4803, 6.901, 22.4742
O, 0.23, 12.6921, 22.6674
O, 9.5619, 10.0882, 22.6149
O, 3.9683, 7.1095, 22.7523
O, 5.9322, 9.6961, 22.5816
O, 9.2404, 3.3882, 22.6003
O, 1.6438, 3.7052, 22.4099
O, 3.7258, -0.2132, 22.4766
Si, 7.6991, 10.5792, 16.7036
Si, 4.4752, 11.209, 9.6619
Si, 9.3306, 10.5426, 21.0691
Si, 1.9537, 7.3364, 9.7465
Si, 2.6706, 1.5872, 9.8481
Si, 8.3168, 6.5527, 21.1012
Si, 10.776, 8.0644, 20.6435
Si, 2.1503, 12.3992, 11.3299
Si, 9.6961, 6.0876, 13.9502
Si, 9.9912, 1.4411, 16.2882
Si, 5.6509, 0.6009, 9.5398
Si, 1.6391, 9.57, 21.4614
Si, 10.9647, 4.0463, 9.7
Si, 7.8838, 3.5983, 21.6949
Si, 4.8903, 6.0858, 12.1204
Si, 7.2527, 0.7776, 20.9328
Si, 10.1968, 1.1082, 9.6884
Si, 10.9094, 4.4871, 16.3905
Si, 7.9366, 4.9298, 9.5719
Si, 2.1583, 5.1193, 16.7589
Si, 1.1927, 13.5923, 16.3976
Si, 7.6148, 1.5487, 14.1003
Si, 11.3971, 11.6817, 9.6035
Si, 7.3983, 4.4042, 12.5423
Si, 7.8767, -0.0104, 11.4742
Si, 11.7882, 12.2502, 21.1065
Si, 11.2562, 6.5316, 11.49
Si, 5.1138, 7.9251, 19.0865
Si, 3.2346, 7.0872, 14.7044
Si, 2.2672, -1.927, 14.2863
Si, 4.8071, 11.3349, 15.8041
Si, 1.0147, 8.8759, 15.2847
Si, 3.4511, 7.1235, 21.2208
Si, 4.4747, 12.9854, 21.0353
Si, 2.0067, 0.276, 19.2626
Si, 3.4446, 9.0244, 16.8584
Si, 2.9969, 2.2905, 17.3962
Si, 8.0421, 13.4088, 18.0938
Si, 12.7695, 5.0641, 21.6063
Si, 8.4653, 10.7742, 9.9981
Si, 6.1651, 10.2608, 21.0665
Si, 9.4558, 8.3855, 15.7607
Si, 5.5829, 14.2972, 16.3996
Si, 4.8969, 8.2661, 9.9786
Si, -3.8646, 7.9678, 18.2126
Si, 3.2739, 4.5399, 9.8363
Si, 0.2394, 5.8097, 18.8927
Si, 8.9007, 7.7794, 9.8053
O, 9.306, 0.9408, 17.6791
O, 9.2754, 0.6356, 10.9396
O, 0.8577, 4.6297, 15.9011
O, 2.0524, 12.2988, 12.9263
O, 6.0652, 5.2742, 12.9155
O, 0.3171, 4.8146, 20.2175
O, 9.9707, 5.173, 15.2634
O, 4.7779, 12.9201, 16.113
O, 2.4601, 3.1673, 10.2295
O, 1.9955, 1.6205, 16.284
O, 7.7368, 0.2741, 13.0726
O, 5.4683, 7.3366, 11.2085
O, 3.3461, -0.4266, 19.8673
O, 2.4488, 5.8754, 21.0368
O, 1.2502, 10.1837, 14.3251
O, 4.2642, 1.3142, 9.9473
O, 3.7809, 8.2353, 18.2203
O, 5.244, 11.5744, 20.912
O, -0.1538, 5.0021, 10.9253
O, 1.6932, 7.6098, 14.4891
O, 9.9339, 9.3583, 20.1053
O, 7.4793, 2.9602, 13.2865
O, 6.2211, 7.3645, 18.0039
O, 7.8117, 6.5636, 9.6677
O, 7.3987, 4.1913, 10.919
O, 10.5308, 2.9346, 16.551
O, 8.7965, 9.8786, 15.7095
O, 8.0332, 7.4022, 19.7287
O, 10.9847, 2.4698, 10.1441
O, 6.2731, 1.4169, 15.0161
O, 3.889, 6.6749, 13.274
O, 9.843, 7.0068, 21.4678
O, 11.0673, 6.4045, 13.1058
O, 0.9321, 7.437, 11.0158
O, 8.1558, 9.1779, 10.2459
O, 8.8996, 7.5892, 17.1145
O, 1.1435, 10.9476, 20.7078
O, 6.6814, 0.7079, 17.5652
O, 4.5324, 1.9604, 17.0065
O, -0.5233, 8.5575, 15.6935
O, 2.7732, 8.581, 20.8092
O, 6.6692, 0.8198, 10.7717
O, 5.6817, 9.2019, 19.9387
O, 7.7828, 11.7813, 11.1115
O, 1.8336, -0.9234, 15.4577
O, 8.0923, 4.9601, 20.8069
O, 9.9454, 7.3277, 10.9555
O, 4.0504, 8.2777, 15.5055
O, 10.0688, 10.9714, 10.1981
O, 11.2043, 13.2808, 9.3273
O, 4.1813, 4.9972, 11.1164
O, 0.3229, 8.6212, 21.6668
O, 3.1987, 5.8279, 15.7397
O, 11.2395, 0.4379, 15.9693
O, 10.2234, 11.8836, 20.7421
O, 7.5289, 9.5874, 17.9947
O, 2.2708, 5.7644, 9.5061
O, 2.9507, 3.8893, 17.4201
O, 11.4199, 7.3164, 19.3551
O, 8.2357, 11.9747, 17.3397
O, 1.4216, -0.4092, 17.9022
O, 5.515, 12.3932, 9.2552
O, 6.3667, 10.8252, 15.7692
O, 8.6937, 5.2878, 12.9598
O, 7.9131, 13.3023, 19.7153
O, 3.8682, 11.0826, 14.4692
O, 8.9426, 1.4806, 15.0416
O, 2.4838, 1.7961, 18.8797
O, 3.5797, 11.7641, 10.8896
O, 5.6123, 0.7543, 20.8542
O, 10.73, 5.1849, 17.864
O, 4.6963, 6.8251, 20.21
O, 9.0198, 7.4896, 14.463
O, 4.0912, 10.5114, 17.0169
O, 0.9787, 11.4785, 10.6872
O, 3.274, 8.1937, 10.122
O, 7.7432, 2.3185, 20.7018
O, 9.4766, 4.5272, 9.2908
O, 0.76, 0.1591, 20.3102
O, 1.6227, 6.0093, 18.0293
O, 5.2747, 9.8573, 10.1283
O, 7.7308, 10.6777, 20.8263
O, 1.9786, 0.5812, 10.931
O, 1.8207, 9.1083, 16.6959

Results
free energy: -168221.454 eV
free energy less fixed offsets of O -568.88, Si -635.61 eV per atom: 0.066 eV

Forces (eV/angstrom), in the order of the atoms: element, x, y, z
Si, -0.0648, 0.0446, 0.0062
Si, -0.0434, 0.0386, 0.077
Si, 0.0608, -0.022, 0.0376
Si, 0.0294, 0.0147, 0.0949
Si, -0.0599, -0.0204, 0.0622
Si, 0.042, -0.0334, 0.0699
Si, -0.0978, 0.1059, 0.0392
Si, 0.0039, -0.0187, 0.0586
Si, 0.0122, 0.001, 0.0569
Si, -0.0769, 0.0189, 0.0568
Si, -0.0159, -0.0298, 0.0775
Si, 0.0057, -0.0026, 0.0751
Si, 0.0358, -0.0041, -0.0413
Si, -0.0028, 0.0044, -0.0314
Si, 0.0009, 0.0264, -0.1255
Si, 0.0201, -0.0734, -0.0982
Si, 0.0219, 0.0395, -0.0608
Si, 0.0239, 0.021, -0.0722
Si, 0.0446, -0.0732, -0.1168
Si, 0.0641, 0.0366, -0.1398
Si, -0.0053, -0.0142, -0.089
Si, 0.0799, -0.0424, -0.1219
Si, -0.0211, -0.0174, -0.066
Si, -0.0219, -0.0124, -0.091
Si, -0.0085, 0.019, -0.0687
Si, 0.0111, -0.0176, -0.0982
Si, 0.0058, 0.0154, -0.0512
Si, -0.003, 0.0206, -0.0799
Si, -0.0037, -0.0186, -0.0371
Si, 0.0077, -0.0281, -0.0502
Si, 0.003, 0.018, -0.0615
Si, -0.0242, -0.0303, -0.0066
Si, -0.0017, 0.0005, -0.0407
Si, -0.0098, 0.0162, -0.005
Si, -0.0152, 0.0078, -0.0873
Si, -0.0001, -0.0108, -0.0617
Si, 0.0036, 0.0192, 0.1074
Si, -0.0343, 0.0093, 0.0862
Si, 0.0204, 0.0188, 0.0764
Si, -0.0335, -0.0311, 0.0948
Si, 0.0121, -0.0077, 0.0698
Si, 0.0049, 0.0017, 0.072
Si, 0.0205, 0, 0.1028
Si, 0.0113, 0.0038, 0.0717
Si, -0.0131, 0.0046, 0.0974
Si, -0.0016, -0.0146, 0.0974
Si, 0.0101, 0.0077, 0.0523
Si, 0.0132, -0.0166, 0.0891
Si, 0.06, 0.2058, -0.1759
Si, -0.1731, -0.0603, -0.1746
Si, 0.1351, -0.0052, 0.0327
Si, -0.0704, -0.1256, -0.2777
Si, 0.1079, -0.1871, -0.0421
Si, 0.0433, -0.0052, 0.0377
Si, -0.0524, -0.0134, 0.1002
Si, 0.1232, -0.0633, 0.3242
Si, 0.0507, -0.0586, 0.0622
Si, -0.0365, -0.0691, -0.1081
Si, 0.1556, 0.1158, 0.2181
Si, -0.0103, 0.0285, -0.0745
Si, -0.061, 0.0059, -0.1274
Si, 0.094, -0.0227, 0.0555
Si, -0.0442, -0.106, -0.0815
Si, -0.0282, 0.0245, 0.0233
Si, -0.0826, 0.1117, -0.1281
Si, 0.0974, 0.1304, -0.0733
Si, -0.043, -0.0873, 0.0614
Si, -0.0829, 0.0305, -0.1831
Si, 0.0053, 0.0636, 0.1956
Si, -0.0118, 0.0155, -0.0656
Si, -0.042, 0.001, 0.1191
Si, -0.1725, 0.0353, 0.0339
Si, 0.0085, -0.0194, -0.0907
Si, 0.058, -0.0183, -0.0832
Si, -0.0178, 0.0021, -0.0955
Si, -0.0169, -0.0014, -0.0789
Si, 0.0042, 0.0173, -0.0593
Si, 0.0159, 0.0152, -0.065
Si, -0.0018, -0.0145, -0.0812
Si, -0.0248, 0.0053, -0.0713
Si, -0.0048, -0.0015, -0.0872
Si, -0.0035, 0.0062, -0.0792
Si, -0.0164, -0.0021, -0.0777
Si, 0.0025, 0.0059, -0.0786
Si, 0.0025, 0.03, 0.0547
Si, -0.0071, 0.0047, 0.0516
Si, -0.0176, -0.0364, -0.0017
Si, -0.0076, 0.0121, 0.0392
Si, 0.0345, -0.0177, 0.02
Si, 0.0016, 0.0096, 0.0834
Si, 0.0277, 0.0012, 0.0162
Si, 0.0136, 0.0082, 0.0334
Si, 0.0066, -0.0127, 0.0759
Si, -0.0291, -0.0149, 0.0552
Si, -0.0085, 0.039, 0.0623
Si, -0.0002, -0.0029, 0.0712
Si, 0.0058, 0.0149, 0.0815
Si, 0.0453, 0.0201, 0.0976
Si, -0.0241, 0.0412, 0.1396
Si, 0.0024, -0.0167, 0.1158
Si, -0.0571, -0.013, 0.0994
Si, -0.0029, -0.0367, 0.099
Si, -0.0601, -0.0145, 0.1129
Si, -0.0674, 0.0045, 0.0799
Si, -0.0317, 0.0228, 0.0827
Si, 0.0238, -0.04, 0.085
Si, 0.0279, -0.0408, 0.1207
Si, -0.0274, 0.0067, 0.1047
Si, -0.0695, -0.0407, 0.0264
Si, -0.0056, -0.0182, -0.0771
Si, 0.0283, -0.0402, -0.0567
Si, 0.0165, 0.0468, -0.0562
Si, -0.0012, 0.0641, -0.0567
Si, 0.0758, -0.0272, -0.0893
Si, 0.0306, -0.0174, -0.0505
Si, 0.0435, -0.0242, -0.0469
Si, 0.0813, -0.0007, -0.0406
Si, 0.0664, 0.0258, -0.0527
Si, 0.0033, 0.0697, -0.0464
Si, -0.055, 0.0309, -0.0557
O, -0.0261, 0.0075, 0.0334
O, -0.005, 0.0115, 0.0385
O, 0.0217, -0.0108, 0.0498
O, -0.0953, -0.0341, 0.0063
O, 0.0256, 0.0137, -0.0192
O, -0.0421, -0.0314, -0.0221
O, 0.0123, -0.0011, 0.0522
O, -0.0582, 0.0708, 0.0307
O, 0.028, 0.0019, 0.0214
O, -0.0611, -0.0188, -0.0039
O, 0.035, 0.0311, 0.0145
O, 0.0125, -0.0064, 0.0534
O, 0.0276, -0.0085, 0.0173
O, -0.01, -0.0167, 0.0474
O, -0.0249, 0.014, -0.0112
O, 0.0329, -0.0238, 0.0104
O, 0.0059, -0.003, -0.0534
O, 0.007, 0.0045, 0.0352
O, 0.0136, 0.0178, -0.0179
O, -0.006, -0.0011, -0.0118
O, 0.0055, 0.0243, -0.0369
O, -0.036, 0.0145, 0.0205
O, -0.0279, 0.0412, -0.0693
O, 0.0357, -0.0222, -0.0405
Si, -0.0078, 0.0002, 0.0133
Si, -0.0121, -0.0453, -0.0325
Si, 0.0162, -0.0008, 0.013
Si, 0.0012, 0.004, -0.0309
Si, 0.0235, 0.0089, -0.033
Si, -0.0152, -0.0005, 0.0386
Si, 0.015, -0.01, -0.0126
Si, -0.0086, -0.009, 0.0553
Si, 0.0142, -0.0027, -0.0196
Si, -0.0243, 0.0038, -0.0043
Si, -0.0464, 0.0378, 0.0411
Si, -0.0068, 0.01, -0.0196
Si, 0.0536, 0.0027, -0.006
Si, 0.0061, -0.0005, 0.0147
Si, 0.0126, 0.0048, 0.0164
Si, -0.0048, -0.0044, 0.0269
Si, -0.0334, 0.0328, -0.0053
Si, -0.0065, 0.0247, 0.0095
Si, -0.0336, -0.0002, 0.0024
Si, -0.0097, 0.0127, 0.0053
Si, 0.0085, -0.0118, 0.015
Si, 0.0074, -0.007, -0.0125
Si, -0.0062, -0.0725, 0.0301
Si, -0.0222, 0.014, 0.0631
Si, -0.0138, -0.0061, 0.0491
Si, -0.018, -0.0068, -0.0112
Si, 0.0229, 0.0287, 0.0359
Si, 0.0149, -0.0176, -0.0342
Si, 0.0137, -0.0148, -0.029
Si, -0.0136, 0.0387, -0.0092
Si, -0.0015, -0.009, 0.0123
Si, 0.0184, 0.0035, 0.0043
Si, -0.0181, -0.0383, 0.008
Si, -0.0021, -0.0036, 0.0156
Si, -0.0088, -0.005, -0.0093
Si, 0.0008, -0.0158, 0.0253
Si, -0.0211, -0.0092, 0.0154
Si, 0.0008, 0.0108, -0.0027
Si, -0.0077, -0.0341, 0.0771
Si, 0.001, -0.0091, -0.0385
Si, -0.0151, 0.023, 0.019
Si, -0.0088, -0.0218, 0.0081
Si, 0.0318, 0.0002, -0.0064
Si, 0.0057, -0.0002, -0.0096
Si, -0.0096, 0.0002, 0.0027
Si, 0.013, -0.0385, -0.0407
Si, -0.0081, 0.0063, -0.004
Si, 0.0446, 0.0571, 0.0029
O, 0.0067, 0.0026, 0.0007
O, -0.0025, 0.0116, -0.0285
O, 0.0022, -0.0083, -0.0103
O, 0.0042, -0.0143, 0.0021
O, 0.0172, -0.0084, -0.0155
O, -0.0042, 0.0096, 0.0012
O, 0.0047, 0.0038, 0.0085
O, 0.005, 0.0071, 0.0102
O, -0.0184, -0.0013, -0.0153
O, 0.0032, -0.0037, -0.011
O, 0.0007, 0.0124, 0.0058
O, 0.0065, -0.0159, -0.0118
O, 0.0059, -0.0062, 0.0199
O, 0.0403, 0.0372, 0.0224
O, 0.0003, -0.0072, 0.0014
O, 0.0255, -0.0309, -0.0618
O, -0.0084, 0.0193, -0.0126
O, 0.0015, -0.021, 0.0242
O, -0.023, -0.0346, -0.0563
O, -0.0012, 0.001, 0.0034
O, -0.0171, 0.0135, 0.0258
O, 0.0053, -0.0001, -0.0127
O, 0.0063, 0.0124, 0.021
O, 0.0207, -0.0244, -0.0292
O, 0.016, 0.0179, -0.0519
O, 0.0082, -0.0165, 0.0092
O, 0.0055, 0.0079, -0.0115
O, -0.008, 0.0202, 0.0012
O, -0.0057, 0.0081, -0.0278
O, -0.0069, 0.0007, 0.0161
O, -0.0204, 0.0109, 0.019
O, 0.009, 0.0086, -0.0071
O, -0.0181, -0.0065, 0.0078
O, -0.0163, -0.0081, -0.026
O, 0.0121, -0.0431, -0.0378
O, 0.0004, 0.0172, 0.0039
O, 0.018, -0.0004, 0.0248
O, -0.0168, -0.0008, -0.0038
O, 0.0082, -0.0057, 0.0044
O, 0.0059, 0.0078, 0.0024
O, 0.015, 0.003, 0.0165
O, 0.0012, -0.0086, -0.0408
O, 0.0015, 0.0025, 0.0316
O, -0.0083, -0.0029, -0.0287
O, 0.0044, -0.0207, -0.0071
O, 0.0048, -0.0096, 0.0175
O, -0.0475, 0.0046, -0.0727
O, 0.0028, 0.0007, -0.0014
O, 0.0498, 0.031, -0.0639
O, 0.0227, -0.0299, 0.0007
O, 0.0085, 0.0098, -0.0162
O, -0.0104, -0.0074, 0.013
O, 0.0044, 0.0014, 0.0081
O, 0.0025, -0.002, 0.0004
O, -0.0004, 0, 0.0345
O, 0.0094, 0.0039, -0.0116
O, -0.0097, 0.0111, 0.0074
O, 0.0035, -0.0066, 0.0143
O, 0.0124, -0.0161, 0.0168
O, -0.0049, -0.0081, 0.0058
O, -0.0059, 0.0054, -0.0109
O, 0.0028, 0.015, -0.0068
O, 0.0056, 0.0018, -0.0011
O, -0.0013, -0.0008, -0.0117
O, 0.0023, -0.0008, -0.0104
O, 0.0078, -0.0056, -0.0068
O, 0.0064, -0.0059, 0.004
O, 0.0084, 0.0037, -0.0049
O, -0.0117, -0.0017, -0.0243
O, 0.0026, 0.0035, 0.0082
O, 0.0017, -0.016, -0.0098
O, -0.0053, 0.0116, 0.027
O, -0.0002, 0.0057, 0.0056
O, 0.004, 0.0025, -0.0017
O, -0.0498, 0.0278, -0.0886
O, -0.007, 0.0049, -0.0215
O, 0.0037, 0.0011, 0.012
O, 0.0081, 0.0032, 0.0054
O, 0.0102, 0.0151, 0.0112
O, 0.0106, -0.0103, -0.0074
O, -0.0012, 0.0252, -0.0244
O, 0.0094, -0.0062, 0.0186
O, -0.0047, 0.0004, -0.0284
O, 0.0107, 0.0068, 0.0048

The program warned: the cutoff lies below the one the program advises for these potential files; the forces do not sum to zero within the program's tolerance; the exchange-correlation potential is rough where the density is thin.
